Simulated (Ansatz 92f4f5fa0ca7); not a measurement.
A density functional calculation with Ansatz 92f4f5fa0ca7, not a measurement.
Periodic cell of 416 atoms, Si264O152, from a study of silicon, its oxide and their interface. The atomic structure is a simulated model.
Doubt: the cutoff is far below the 930 eV that the study's wrapper takes by default for these files, so forces and energies are approximate.
This geometry differs little from another in the collection (a relaxation step or a small displacement).

Settings
functional: PBE
potential files: Ansatz PAW
basis: plane waves
wave-function cutoff: 580 eV
density cutoff ratio: 5
exchange-correlation grid ratio: 1
k mesh: 1 x 1 x 1, Gamma-centred
self-consistency stop: 5e-08 eV per atom in the density residual
occupations: fixed
spin: none
net charge: 0

Cell vectors (angstrom)
a 15.4687 0 0
b 0 12.8259 0
c 0 0 36.8525

Atoms and the computed forces on them: element, x, y, z (angstrom), force x, y, z (eV/angstrom)
Si 0.0276 1.1539 34.222 0.0008 0.0509 0.0039
Si 3.9068 1.1461 34.2159 0.0244 -0.0478 -0.043
Si 7.7307 1.1862 34.1719 0.0011 -0.0046 0.0089
Si 11.6997 1.148 34.2209 -0.0549 -0.0262 -0.017
Si 1.95 7.6002 34.1987 -0.0493 -0.0225 -0.0344
Si 5.8179 7.5885 34.071 0.0172 -0.017 -0.0258
Si 9.7074 7.5949 34.0743 -0.0323 0.0363 -0.058
Si 13.5681 7.5821 34.1589 0.0197 -0.0215 -0.0434
Si 1.9336 5.247 34.5856 0.253 0.3049 0.4949
Si 5.8008 5.247 34.5856 0.0835 0.2405 -0.603
Si 9.6679 5.247 34.5856 -0.0517 0.3013 -0.109
Si 13.5351 5.247 34.5856 0.1682 0.1466 0.2913
Si 0 11.6599 34.5856 -0.0472 -0.2647 -0.2819
Si 3.8672 11.6599 34.5856 0.0496 -0.1595 0.2872
Si 7.7343 11.6599 34.5856 0.1662 0.3956 0.1418
Si 11.6015 11.6599 34.5856 0.1647 -0.2108 -0.1546
Si 0 4.664 35.8224 0.0078 0.0358 0.028
Si 3.8672 4.664 35.8224 -0.1226 0.1105 0.0334
Si 7.7343 4.664 35.8224 -0.0053 -0.0321 -0.0593
Si 11.6015 4.664 35.8224 0.0148 -0.015 -0.0233
Si 1.9336 11.0769 35.8224 0.0148 -0.0229 -0.0257
Si 5.8008 11.0769 35.8224 -0.06 -0.1037 -0.0319
Si 9.6679 11.0769 35.8224 -0.0391 0.1065 -0.0086
Si 13.5351 11.0769 35.8224 -0.0777 -0.0837 -0.0473
Si 0 2.332 36.2346 -0.073 0.0393 0.3091
Si 3.8672 2.332 36.2346 0.0954 0.0327 0.2229
Si 7.7343 2.332 36.2346 -0.0118 0.0368 0.0456
Si 11.6015 2.332 36.2346 0.2053 0.0418 0.2669
Si 1.9336 8.745 36.2346 0.0417 0.1006 0.2448
Si 5.8008 8.745 36.2346 0.0408 -0.0418 -0.508
Si 9.6679 8.745 36.2346 0.0688 -0.086 -0.4882
Si 13.5351 8.745 36.2346 0.0747 -0.0136 -0.0811
Si 1.9336 1.749 0.6188 -0.0177 0.004 0.0004
Si 5.8008 1.749 0.6188 -0.083 0.0306 0.0273
Si 9.6679 1.749 0.6188 -0.0779 -0.0133 -0.0379
Si 13.5351 1.749 0.6188 0.0054 0.1266 0.1091
Si 0 8.162 0.6188 0.0077 -0.0246 -0.0167
Si 3.8672 8.162 0.6188 -0.0503 -0.0371 -0.0397
Si 7.7343 8.162 0.6188 -0.0341 -0.0991 -0.1126
Si 11.6015 8.162 0.6188 0.0866 -0.0074 -0.0572
Si 0 5.83 1.031 -0.0092 0.0148 0.0728
Si 3.8672 5.83 1.031 0.0971 -0.0359 0.0564
Si 7.7343 5.83 1.031 0.0212 0.084 0.0866
Si 11.6015 5.83 1.031 0.0047 0.1277 0.1159
Si 1.9336 12.2429 1.031 -0.01 -0.0442 -0.0539
Si 5.8008 12.2429 1.031 0.0309 0.0305 0.0163
Si 9.6679 12.2429 1.031 0.0458 -0.1639 -0.1378
Si 13.5351 12.2429 1.031 0.045 -0.0196 -0.0289
Si 1.9336 5.247 2.2678 0.0396 0.0641 0.4793
Si 5.8008 5.247 2.2678 -0.1654 0.0291 0.2835
Si 9.6679 5.247 2.2678 -0.1197 0.0185 0.2816
Si 13.5351 5.247 2.2678 0.1728 -0.0255 0.2363
Si 0 11.6599 2.2678 -0.0571 -0.0051 -0.5083
Si 3.8672 11.6599 2.2678 -0.122 -0.0809 -0.3496
Si 7.7343 11.6599 2.2678 0.1839 -0.0362 -0.3754
Si 11.6015 11.6599 2.2678 -0.3151 -0.0628 -0.2063
Si 1.9336 2.915 2.68 0.0627 -0.0528 0.0049
Si 5.8008 2.915 2.68 0.0761 -0.0317 0.0163
Si 9.6679 2.915 2.68 0.0401 0.0901 -0.0164
Si 13.5351 2.915 2.68 0.0212 -0.1381 -0.1391
Si 0 9.328 2.68 -0.0523 0.0827 0.1821
Si 3.8672 9.328 2.68 0.0511 0.0776 0.0907
Si 7.7343 9.328 2.68 0.0257 0.0171 0.1278
Si 11.6015 9.328 2.68 -0.0744 -0.0832 -0.0766
Si -3.7801 1.5038 29.7433 0.0157 -0.0939 0.0652
Si 6.9721 5.5899 27.6654 0.7325 -0.2429 0.2303
Si 7.525 3.5322 23.9262 0.2148 -0.0595 0.1248
Si 14.2511 4.0137 26.1452 -0.1137 0.0439 0.4
Si 4.7053 7.4604 26.9447 -0.2061 0.1153 0.3119
Si 6.7911 11.0204 27.9585 -0.0307 -0.0355 0.0301
Si 11.1669 7.5399 28.7198 -0.2485 -0.1805 0.0579
Si 12.6444 5.1653 23.7428 -0.0251 -0.0367 -0.024
Si -0.159 9.4071 25.9233 -0.1044 0.2584 0.2383
Si 8.8327 0.4408 27.862 -0.3522 0.0427 0.0383
Si 7.8763 1.8135 30.1404 -0.0087 0.0962 0.0133
Si 15.6504 4.623 31.4845 0.0525 -0.0407 0.0796
Si 2.3027 8.6982 19.2023 -0.0291 0.0613 0.0735
Si -3.558 16.6497 29.2891 0.1025 -0.0026 0.0488
Si 5.8198 11.1775 31.3191 0.0212 -0.0597 -0.0166
Si 11.2456 13.0148 27.8933 0.2554 0.3079 0.2896
Si 0.146 1.2247 29.6221 0.0033 -0.284 -0.0049
Si 0.5083 3.5178 29.4519 0.2078 0.1517 -0.0195
Si 3.7172 1.2851 29.7217 0.076 0.0376 -0.0728
Si 15.6322 -2.0645 27.8458 0.1818 0.1902 0.0136
Si 4.99 14.9054 25.2449 0.0478 -0.1137 0.1561
Si 8.7892 7.5778 24.9775 0.3644 0.0376 0.04
Si 9.7306 11.0687 31.1399 0.0262 -0.1209 -0.0297
Si 20.4014 9.3502 25.187 0.0555 0.2418 -0.1063
Si 4.276 4.3983 27.3098 -0.2173 -0.1974 0.4432
Si 5.8058 0.742 30.7985 0.0169 0.0333 0.0085
Si 4.9778 -0.739 26.8146 -0.2809 0.2589 0.094
Si 10.2413 5.2662 28.3416 -0.157 0.1428 -0.0281
Si 0.6086 6.8976 30.9953 -0.0325 -0.0107 -0.1406
Si 13.3078 8.3861 27.9759 0.2142 -0.1629 -0.244
Si 7.8174 4.0546 31.1664 -0.1026 -0.1017 -0.0136
Si 14.2049 6.8412 29.4975 0.0735 -0.0645 0.1591
Si 1.9216 0.5968 31.0426 0.0479 0.0224 0.0299
Si 8.2352 5.7698 29.6305 0.0792 0.1074 -0.0858
Si 9.7881 0.6829 30.9826 -0.0288 0.0014 0.0393
Si 13.6302 0.6843 30.8313 -0.0591 0.077 -0.0484
Si 3.0799 12.4922 28.1247 -0.075 0.0113 -0.1011
Si 3.7697 4.7619 31.144 0.1136 -0.0167 0.0352
Si 5.9517 9.5161 29.6205 0.0839 -0.0436 0.0336
Si 12.138 6.9556 30.8345 0.1013 0.0991 -0.107
Si -1.3863 4.5762 28.4545 -0.1104 0.1158 -0.1032
Si 3.1054 7.0801 30.8286 0.0136 0.0308 -0.0945
Si 7.8194 8.0289 30.3822 0.0074 -0.0011 -0.0421
Si 11.7141 4.718 31.4165 0.0631 0.0303 -0.071
Si 1.9707 11.0896 31.3006 0.0338 -0.0256 0.0524
Si 9.5822 9.3084 29.3247 -0.0978 -0.0383 0.0159
Si 3.8494 8.5163 28.9939 -0.0959 0.0713 0.0182
Si 13.5392 11.1411 31.1402 -0.0467 -0.0161 0.0254
Si 2.0846 4.0337 32.6357 -0.1403 -0.0502 0.0218
Si 5.7812 4.1309 32.4309 -0.0323 -0.0057 -0.0668
Si 9.7359 4.0345 32.569 -0.0539 -0.0468 -0.1059
Si 13.6326 4.0682 32.5767 -0.0541 -0.0343 0.0513
Si -0.0067 10.4936 32.4509 -0.002 0.0172 -0.0103
Si 3.8913 10.5193 32.5417 -0.0056 0.0483 -0.0547
Si 7.7983 10.6178 32.5025 -0.0218 -0.0074 -0.0955
Si 11.6357 10.5442 32.4589 0.0327 0.0295 -0.038
Si 1.9709 1.7388 33.064 -0.0186 -0.015 -0.0421
Si 5.7661 1.7953 32.9264 0.0596 -0.0311 -0.0175
Si 9.7677 1.7295 33.0727 0.0017 -0.0642 0.0386
Si 13.6184 1.7409 32.953 0.0229 0.0176 -0.071
Si 0.0427 8.1606 32.9192 -0.026 0.0462 0.0346
Si 3.8149 8.1702 32.8675 0.0826 0.0303 0.0324
Si 7.7741 8.2688 32.7974 0.0022 -0.0483 -0.003
Si 11.7035 8.202 32.8412 0.0304 0.0257 -0.0291
Si 0 2.332 3.9167 -0.2512 0.1509 -0.1114
Si 3.8672 2.332 3.9167 -0.2536 0.1829 0.5014
Si 7.7343 2.332 3.9167 -0.0052 0.323 0.0306
Si 11.6015 2.332 3.9167 -0.0217 -0.265 -0.8142
Si 1.9336 8.745 3.9167 0.1684 -0.2914 0.5249
Si 5.8008 8.745 3.9167 -0.2824 -0.2777 0.2327
Si 9.6679 8.745 3.9167 0.303 -0.2175 -0.3764
Si 13.5351 8.745 3.9167 -0.0295 -0.3333 0.1808
Si 1.952 6.3997 4.4225 -0.0575 0.0226 -0.0086
Si 5.7348 6.4001 4.3795 0.0384 0.0423 0.0308
Si 9.6278 6.4038 4.3897 -0.0156 -0.0117 0.0973
Si 13.5815 6.4185 4.3613 -0.018 0.0345 0.0198
Si -0.0824 12.8088 4.2743 0.0367 -0.1051 0.0033
Si 3.8261 12.8256 4.2892 -0.0013 0.0123 0.0576
Si 7.8093 12.8405 4.2701 -0.0408 0.041 0.0796
Si 11.5099 12.823 4.3018 0.0301 0.0501 0.0453
Si 0.03 5.9238 5.7478 0.078 0.1984 0.0067
Si 3.8563 5.7898 5.7757 0.0125 0.0877 0.2223
Si 7.63 5.8707 5.6759 -0.0935 0 0.0564
Si 11.6295 5.796 5.5565 0.0823 0.0049 -0.1156
Si 1.8463 12.1774 5.431 -0.061 0.0305 -0.0957
Si 5.8509 12.2216 5.3255 0.127 -0.0013 -0.0177
Si 9.6318 12.2541 5.6541 -0.0593 0.0667 0.068
Si 13.4316 12.075 5.3831 -0.0201 -0.0117 0.0286
Si -0.0806 3.5209 5.9665 0.057 -0.0669 0.1022
Si 3.7574 3.4046 6.1356 0.0753 -0.1317 -0.006
Si 7.6195 3.5247 5.9904 -0.0498 0.0423 -0.0501
Si 11.5999 3.4496 5.8919 0.0217 -0.1086 -0.2767
Si 1.9444 9.8922 6.0429 0.11 -0.0185 0.1682
Si 5.8713 9.9813 5.9406 -0.0885 -0.0319 -0.1008
Si 9.7752 9.8623 5.9415 -0.0587 0.0605 0.0889
Si 13.5025 9.7935 6.0432 0.0097 -0.0086 0.0094
Si 2.2005 8.9844 11.8826 0.1265 0.0821 -0.01
Si 3.5849 1.5031 10.8298 0.1608 -0.2908 -0.2001
Si 13.0653 -1.7327 13.8986 -0.1983 -0.2893 -0.152
Si 13.4775 2.7072 7.0908 0.0466 -0.0538 0.1358
Si -0.0229 9.6019 7.3963 -0.119 0.0231 -0.0067
Si 5.3164 8.5076 8.4582 -0.0383 -0.1064 0.2407
Si 10.9578 10.6367 9.2213 -0.1324 -0.1174 0.0856
Si 11.5661 6.6786 7.746 0.041 -0.2383 0.0654
Si 3.2174 6.7452 13.6251 0.2756 0.1864 -0.2578
Si 0.0568 7.1209 7.9652 0.0788 0.0323 -0.1404
Si 9.4813 12.8126 14.808 -0.013 -0.0623 -0.1793
Si 12.4338 1.3571 10.4328 -0.0922 -0.1371 0.045
Si 1.6763 15.5697 7.2904 -0.1931 0.3149 -0.0264
Si 7.5639 12.5603 8.7748 -0.1054 0.0235 0.4655
Si 9.63 15.8549 7.0665 0.0395 0.1072 0.1184
Si 12.7914 16.4363 9.1511 -0.1353 0.194 -0.201
Si -3.4884 4.3519 13.2289 -0.2648 0.0901 0.1443
Si 5.7822 0.3938 7.3902 0.0444 0.1107 -0.3097
Si 5.9317 3.2774 9.5964 0.1011 0.0414 -0.216
Si 15.234 12.0076 8.5309 0.0243 -0.1487 -0.1389
Si -1.3085 12.4988 10.6377 0.4409 0.3779 0.0446
Si 3.4402 11.8013 12.4551 0.2402 -0.0488 -0.1457
Si 7.8597 9.2241 7.093 0.352 0.0092 -0.0614
Si 9.4736 13.588 7.6978 0.1866 -0.001 -0.0124
Si -1.8923 6.0001 8.8818 -0.0138 0.1078 0.2647
Si 8.8327 3.4706 10.8579 -0.0737 0.3733 -0.2564
Si 7.2047 7.0124 7.7999 -0.4196 0.1927 -0.3644
Si 11.5463 9.1811 7.3677 0.1085 0.1251 0.0481
Si -3.9917 12.8946 8.663 0.0716 0.2396 -0.0458
Si 6.4577 11.4698 11.3484 -0.0912 0.0545 -0.1707
Si 6.8508 9.3988 10.2838 -0.0591 -0.0859 0.1248
Si 12.5825 10.6984 11.0248 -0.5822 -0.2361 -0.0274
Si 0.9764 4.6484 14.4032 0.0301 0.1485 0.1004
Si -0.4975 8.7665 13.3836 0.0337 -0.0816 -0.0084
Si 3.7206 -0.3509 8.183 0.081 0.194 0.3043
Si 7.7025 -2.2346 13.926 0.0619 -0.184 -0.2989
Si 7.2408 14.9991 15.3603 -0.0098 0.2051 -0.1405
Si 10.5293 6.8837 12.4492 -0.1905 0.1506 0.1079
Si 3.9912 6.5913 8.1615 -0.0297 -0.1358 -0.013
Si 16.8941 3.8291 10.3032 0.3399 0.1291 -0.2601
Si -2.0064 0.3294 7.4027 -0.0825 -0.0592 -0.0067
Si 0.1718 -0.46 16.1658 0.0795 -0.1645 -0.0737
Si 10.604 4.5417 8.6046 -0.1946 -0.0733 0.3023
Si 4.426 1.6267 16.7015 0.226 -0.1794 -0.0488
Si 3.9654 10.152 7.406 -0.0803 -0.001 -0.079
Si 5.5326 5.9858 11.8324 0.129 0.2759 -0.1391
Si 7.4008 4.2529 13.3042 -0.0452 0.063 0.0063
Si 13.0728 7.8758 11.3149 -0.1191 -0.0125 -0.0344
O -6.0243 -2.9448 19.8281 -0.0206 0.0583 -0.1309
O -4.292 5.3897 12.2375 0.1086 -0.1425 -0.0331
O 8.2986 1.8882 28.4968 0.0105 -0.0294 -0.0027
O 16.1012 8.9294 12.2512 -0.096 0.0275 0.0999
O -6.4564 7.1463 11.9084 0.0812 0.0097 -0.0328
O 3.4476 13.2741 16.1124 -0.0044 0.129 0.079
O 1.8913 5.4041 10.3832 -0.1518 -0.1376 0.1634
O 1.8561 5.8659 13.7359 -0.1172 -0.1217 0.0976
O 0.4401 3.8566 23.1161 0.1141 0.0089 -0.0596
O 5.93 21.7942 17.0596 0.0249 0.02 0.0806
O 22.7464 -10.0963 13.834 -0.0052 -0.0764 0.0158
O 15.4233 8.0163 14.763 0.021 -0.0497 -0.0113
O 1.0455 8.45 18.2016 0.0289 -0.0333 -0.0239
O -18.8586 10.632 12.6524 0.1589 0.1938 -0.0369
O 9.5217 17.1112 20.9077 -0.0376 0.007 -0.0385
O 10.9052 32.1899 16.6432 0.0193 -0.0104 0.0063
O 3.601 25.9599 9.7156 -0.0123 -0.1129 0.1602
O 10.0297 6.2106 19.0668 -0.0212 0.0033 -0.0261
O -10.2859 18.109 20.536 -0.1626 -0.0583 0.0592
O -5.9358 -14.6575 26.2049 0.1977 -0.0515 -0.0729
O 5.3977 -0.9682 19.7719 0.0657 0.0444 -0.1193
O 33.3927 7.4161 20.2249 0.0016 -0.0362 0.0353
O -1.4813 18.5189 22.9974 0.0888 0.0084 -0.0506
O -11.3438 10.7039 16.2373 0.0556 0.0125 0.0938
O 1.5387 -1.4022 16.2374 -0.0046 0.1162 0.0219
O 7.7578 -1.0973 24.2623 -0.0602 -0.0324 -0.0072
O 2.6503 10.5573 11.6813 -0.0483 -0.0179 0.0086
O 8.6413 3.8323 25.105 0.0622 -0.0336 -0.0976
O 4.9416 0.7384 21.7078 0.0107 0.0418 -0.0494
O -9.0783 -26.8471 17.3479 0.103 0.0361 0.0806
O 17.4394 -2.7962 20.0459 -0.0011 -0.0438 -0.0655
O 7.8905 -0.695 28.6378 -0.1391 -0.0307 0.1389
O -3.8076 6.4428 23.718 -0.0148 -0.001 0.0286
O -16.467 10.2836 13.6925 0.0584 0.0752 0.0812
O 13.0293 17.5008 25.2598 -0.0994 0.0327 -0.1403
O -7.1497 10.0463 22.2932 -0.0774 -0.0154 0.022
O -1.8975 30.0911 12.8713 0.2213 -0.1103 -0.1134
O 17.8194 7.0542 23.5082 0.0477 -0.1344 -0.0264
O -6.4661 -14.3925 14.6167 0.0723 0.08 0.1226
O 23.8275 13.3302 26.2782 -0.0222 0.102 -0.067
Si 21.662 -0.1239 18.5884 -0.2107 -0.0489 0.0358
Si 5.7283 10.4591 16.4142 -0.0589 -0.0083 -0.2271
Si 14.3579 15.2899 20.6504 -0.0776 -0.0162 0.1438
Si 1.621 13.1969 7.5084 -0.0713 -0.121 -0.0523
Si 15.2799 7.4132 18.4794 -0.1013 0.034 -0.0061
Si -0.4457 3.6572 12.7994 -0.1328 -0.043 0.1113
Si 13.9323 11.6494 24.185 0.0375 0.0176 0.0924
Si 3.0415 3.5743 29.2012 -0.1167 -0.0787 -0.0409
Si 9.2884 10.7914 21.185 0.1254 -0.025 0.0222
Si 11.8992 15.1951 22.4403 -0.0988 0.088 0.0008
Si -12.4248 24.5884 15.6466 -0.0511 -0.0877 -0.1727
Si 12.2598 -2.5345 21.8601 -0.0452 -0.0826 0.1162
Si 13.3745 10.6097 28.7924 -0.0885 0.3081 -0.0359
Si -3.8303 26.1201 24.9145 0.0001 -0.1337 -0.1019
Si 21.1851 5.6507 9.4838 0.0829 -0.0575 0.0105
Si 0.013 14.0922 25.4869 -0.0155 -0.2048 0.327
Si 1.5546 6.0535 20.2951 -0.0766 0.038 -0.0874
Si -7.7656 -4.7023 12.1006 -0.0295 -0.0659 0.025
Si 6.3003 6.3815 23.4527 0.3148 -0.0561 -0.1024
Si -2.2938 9.3354 19.0708 -0.1363 -0.0616 0.2838
Si -4.5911 -5.2568 22.8436 0.1027 -0.0427 -0.0279
Si 14.5933 19.6553 15.5438 -0.1585 0.2091 -0.0819
Si 16.6817 3.7994 24.545 -0.2939 -0.1538 0.0027
Si 10.8163 14.4084 12.2753 0.0863 0.161 -0.1001
Si 4.9927 20.7735 17.9419 -0.0885 -0.0103 0.1028
Si 8.9399 12.2061 25.2486 -0.0132 -0.0657 -0.1247
Si 21.2193 15.549 7.271 0.0132 0.0851 0.0625
Si 8.4149 0.3931 19.5027 0.098 -0.041 0.2167
Si 7.463 4.9974 16.1194 0.1751 0.0278 -0.1212
Si 16.2559 0.2012 27.516 0.0291 -0.1627 -0.0449
Si 4.4758 6.0787 16.5316 0.0255 0.0508 -0.1216
Si 2.2686 -2.4212 29.0497 -0.0102 0.0365 -0.0101
Si -6.1127 5.8584 20.5083 0.1274 0.0375 -0.0204
Si 17.5222 -2.1492 21.5276 0.0193 0.1209 0.0133
Si -0.6975 13.3516 13.3728 0.0432 -0.1844 0.0179
Si 16.1789 -11.0666 18.4071 -0.1043 -0.0944 0.2261
Si -0.3272 17.7533 22.1732 -0.237 -0.0285 0.1292
Si 8.6765 9.9169 27.1469 -0.1548 -0.269 -0.0547
Si 3.3576 5.7619 23.4645 -0.1595 0.1954 0.2476
Si -4.8011 -0.8454 17.5285 -0.0552 0.1229 -0.0504
Si 9.6318 6.8224 17.605 0.127 -0.0749 -0.0046
Si 3.883 1.7579 22.3918 -0.0107 -0.2144 -0.0201
Si 13.4921 -1.5011 16.817 -0.1958 -0.0921 0.1033
Si 3.8703 -8.0746 21.3807 0.1064 -0.2721 -0.4044
Si 6.2199 6.547 20.5294 0.0931 -0.0388 -0.0201
Si 7.1092 10.6058 23.2706 0.047 0.1254 -0.019
Si 4.971 11.9833 21.3371 -0.0717 0.0106 0.1417
Si 2.1627 21.4521 23.8947 -0.2608 0.1724 0.071
Si 1.1907 0.677 21.1635 -0.0477 -0.0842 0.0974
Si 8.8623 4.9599 26.316 -0.054 -0.0774 0.1783
Si 2.7685 3.452 16.7364 0.0718 -0.0054 -0.013
Si -6.9701 10.4204 8.9824 0.2927 -0.0583 -0.0912
Si -6.3603 15.592 21.3532 0.1092 0.0663 0.153
Si 11.5323 19.215 15.1721 -0.1032 0.0059 -0.0575
Si 10.1903 9.6704 18.3577 0.0627 -0.327 0.2103
Si 2.016 6.7948 9.4768 0.153 0.1075 -0.1436
O 1.6766 15.7998 17.8832 -0.0262 0.0733 -0.0172
O 5.8113 7.5471 19.3157 -0.0341 0.0368 -0.0058
O 39.509 17.1605 12.2068 0.0028 -0.0612 0.0363
O 16.6068 -4.1234 25.1851 0.1859 -0.1983 -0.1129
O -0.9118 -21.5961 20.9375 0.0645 0.0141 -0.0528
O 3.5582 -14.3852 21.6912 0.0016 -0.0475 -0.0058
O 8.2335 13.719 15.3726 0.0056 -0.0347 0.0623
O 18.4508 21.1367 13.1698 -0.0865 -0.0555 0.0995
O 5.889 5.2683 16.3938 -0.1271 -0.0492 0.0281
O 10.169 -0.0085 24.3843 -0.0404 -0.0098 -0.0056
O -6.1387 -4.3812 17.632 -0.0075 0.1026 0.0204
O 15.7457 4.5564 25.6696 0.1787 0.0312 -0.1512
O -4.0125 -4.9427 11.5484 0.033 -0.0779 -0.0874
O 27.1305 -3.8882 18.5969 0.0024 0.1097 -0.0789
O -5.381 6.829 21.6076 -0.0299 0.0117 0.0143
O 0.486 -6.7883 19.0628 0.0588 -0.0117 -0.0033
O 17.8407 1.3125 22.0531 0.0392 0.0855 0.0013
O -12.9908 15.5237 10.8134 -0.1591 0.0686 0.0528
O 14.1517 -4.4869 26.4778 -0.2091 -0.008 0.206
O -3.1443 -26.3553 17.7167 -0.0207 -0.0239 0.0356
O -0.2263 -0.1046 11.9312 -0.1921 -0.0534 -0.1682
O 4.9853 11.5876 12.0139 -0.1807 0.0819 0.0963
O 21.9163 10.5018 14.9513 -0.0835 0.0489 0.2159
O -12.084 -7.8682 17.0878 -0.0381 0.0141 -0.0531
O 9.6487 17.3867 9.9582 0.025 -0.1627 0.0732
O 13.3173 11.1932 22.7327 0.018 0.0426 -0.0052
O -1.1908 2.3549 25.8938 0.0751 0.0698 -0.0938
O 4.0043 6.1434 12.3297 -0.2348 -0.0998 0.2183
O 8.584 -4.2622 26.2364 -0.0296 0.0738 0.0524
O 21.3041 4.4132 27.8574 -0.2337 0.073 -0.0724
O -8.0324 24.3982 12.6535 0.0913 0.052 0.0249
O -5.7493 25.7264 18.5311 0.0847 0.0062 -0.1041
O 6.1347 20.0211 22.0372 -0.0849 0.0601 0.0519
O -10.1748 13.5227 26.0543 0.0962 -0.0926 -0.0246
O 30.1688 -10.6983 13.2692 -0.085 0.0922 -0.0533
O 3.651 -3.6649 24.2101 0.0458 -0.0554 -0.0521
O 1.9447 -9.1938 15.2933 -0.08 0.1218 0.0252
O -8.5421 17.7195 23.2474 -0.1549 0.1163 -0.0173
O 2.641 17.3878 24.363 0.2074 0.1387 -0.0634
O 10.1766 13.3915 13.4249 -0.023 0.0107 0.0766
O 34.841 18.7796 26.806 0.1821 0.1909 -0.1089
O 14.9583 12.9582 24.3728 -0.0178 0.0526 -0.0278
O 11.5378 26.6682 26.4569 -0.0282 -0.1218 0.0926
O 15.7131 0.118 14.6271 0.0672 0.0473 -0.0373
O 22.9586 -9.8246 10.0639 0.1322 -0.1439 0.0874
O 14.1318 -4.7687 19.4614 0.0288 0.0082 -0.0539
O 13.5839 19.4684 10.4196 -0.0474 -0.0018 0.0862
O -2.1739 12.7095 13.7229 -0.032 0.0795 0.0352
O -3.2421 14.3071 23.7778 0.0192 -0.0195 0.0266
O 10.8001 -14.6091 21.7848 -0.0619 0.0335 -0.055
O -15.6371 18.2052 15.3434 0.1507 -0.1472 -0.0228
O 4.9815 15.1821 10.6136 0.0344 0.0537 0.0195
O 12.8596 2.077 21.1496 0.0382 0.0021 -0.0418
O 11.4121 -9.9781 13.1214 0.0061 -0.0887 0.0062
O 35.1479 -9.6174 21.7603 0.0178 0.2156 0.0056
O 3.681 8.8305 18.3784 0.0617 -0.0112 -0.0366
O 18.6609 0.5868 12.1507 -0.0097 0.1155 -0.0223
O -3.8321 -8.0209 14.7678 0.0737 -0.0448 -0.0942
O 25.9895 25.4834 16.0404 0.0583 0.0841 0.0342
O -9.4244 -1.5443 22.2902 0.0328 -0.0193 -0.0001
O -13.9736 -11.9446 19.5611 0.0359 0.0764 -0.1483
O 13.8186 7.8127 12.7472 0.0628 -0.0642 0.0829
O -7.3612 15.5551 22.6431 -0.0501 -0.0025 -0.0121
O 6.2725 7.0404 27.2865 -0.2279 0.0877 -0.069
O -13.8316 9.5796 22.6644 0.0192 -0.111 0.0264
O -0.1709 14.2971 21.5365 0.0473 0.0119 -0.043
O 10.6246 32.8501 14.0628 0.067 -0.0462 -0.0433
O 1.2705 2.1929 24.9238 0.0203 0.1832 -0.0788
O 22.798 7.1596 24.4124 -0.2144 0.0187 0.0384
O 20.6533 1.1154 18.1034 -0.0368 -0.0228 -0.0235
O 4.2584 3.1992 26.1917 -0.0508 -0.0379 -0.1964
O 6.0027 -8.2323 12.5585 -0.0078 -0.0915 0.0961
O 7.7783 -7.5514 14.5297 -0.0371 -0.0811 0.0509
O 1.0055 11.9292 21.5605 0.0293 -0.0211 -0.0229
O 16.1307 18.9145 21.6505 0.1067 0.0622 -0.0641
O 6.4196 32.8429 12.5149 -0.0038 -0.0331 -0.0596
O -5.86 2.1029 11.2677 0.1213 -0.2212 0.0742
O 12.6233 12.0067 25.0784 -0.0435 0.0006 0.0127
O -7.1315 5.9958 17.0429 -0.0954 -0.0207 -0.0124
O 8.5782 12.2131 20.809 -0.0521 0.1082 -0.1398
O -6.9808 1.9369 20.0862 -0.1013 -0.1109 -0.1236
O 6.8916 -12.9299 10.3438 0.0316 -0.1114 -0.1426
O -2.8149 10.79 15.4603 0.0814 0.0222 -0.0498
O 1.2009 16.3543 8.7153 0.0368 -0.1823 -0.1758
O 24.9904 6.2405 25.5241 0.0432 0.1163 -0.0901
O 20.0674 10.8451 25.8053 0.1659 -0.3134 -0.084
O 11.923 8.748 22.3725 -0.0002 0.044 -0.0167
O -12.3744 37.2745 14.0271 -0.0139 0.0108 0.0645
O -3.3262 -1.2108 28.1206 0.2035 -0.2318 -0.0507
O 21.8385 2.6669 24.6406 -0.0386 -0.0072 0.0164
O 27.4521 -8.893 22.9036 0.0373 -0.0195 -0.0022
O 4.8163 -6.6067 24.1334 -0.1231 -0.0566 0.0451
O -0.796 10.3308 24.741 -0.0785 -0.0215 -0.0619
O -9.1699 9.5467 24.2342 -0.1399 -0.1022 0.0819
O 14.5271 -5.7371 17.1201 0.0008 -0.0365 0.0058
O -2.4288 19.7818 15.1123 0.142 0.006 0.0529
O -2.4614 -2.5855 20.4132 0.0315 0.0185 -0.1171
O 28.9028 -3.5031 10.6515 0.1785 0.0697 -0.111
O -5.0332 14.8248 21.8769 0.0066 -0.0318 -0.017
O 2.3399 -4.7294 10.4958 -0.0691 -0.1187 -0.1313
O 7.7417 16.2133 16.3743 -0.0155 -0.1005 0.0594
O 15.5722 3.6906 11.2502 -0.206 -0.0441 -0.0656
O 8.0424 9.0934 13.377 0.0064 0.1055 0.0958
O -1.5414 10.0949 17.8252 0.0671 0.1488 -0.1008
O 5.6844 1.8017 15.6546 0.0016 0.0081 0.0344
O 4.0352 6.6686 15.044 -0.0781 -0.062 0.1125
O 7.7625 6.1125 20.3322 -0.1337 0.0242 -0.0117
O -12.899 -8.0513 20.3474 0.0507 0.0561 0.0844
O -21.1642 -17.4235 23.8547 -0.146 0.0387 0.0208
O -0.7132 2.265 19.0754 0.0626 0.0261 -0.1627
O 0.323 26.4701 17.1555 -0.0115 0.0646 0.0431
O 4.0077 1.7303 24.0049 -0.0683 0.0449 -0.0673

Results
free energy: -254260.996 eV
free energy less fixed offsets of O -568.88, Si -635.61 eV per atom: 9.804 eV

The program warned: the cutoff lies below the one the program advises for these potential files; the forces do not sum to zero within the program's tolerance; the exchange-correlation potential is rough where the density is thin.
